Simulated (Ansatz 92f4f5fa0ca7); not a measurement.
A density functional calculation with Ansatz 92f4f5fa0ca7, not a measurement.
Periodic cell of 226 atoms, Si134O92, from a study of silicon, its oxide and their interface. The atomic structure is a simulated model.
Doubt: the cutoff is far below the 930 eV that the study's wrapper takes by default for these files, so forces and energies are approximate.
This geometry differs little from another in the collection (a relaxation step or a small displacement).

Settings
functional: PBE
potential files: Ansatz PAW
basis: plane waves
wave-function cutoff: 580 eV
density cutoff ratio: 5
exchange-correlation grid ratio: 1
k mesh: 1 x 1 x 1, Gamma-centred
self-consistency stop: 5e-08 eV per atom in the density residual
occupations: fixed
spin: none
net charge: 0

Cell vectors (angstrom)
a  10.938  0  0
b  0  10.938  0
c  0  0  32.836

Atoms and the computed forces on them: element, x, y, z (angstrom), force x, y, z (eV/angstrom)
Si  0.1001  -0.3045  25.5514  -0.0017  0.0032  0.0017
Si  5.9901  -0.4767  25.342  0.0061  -0.0078  -0.0124
Si  2.7779  2.7074  25.1287  -0.0009  -0.0042  0.0039
Si  7.9969  3.3745  25.017  -0.0042  0.0074  -0.0207
Si  -0.4986  6.194  25.3935  -0.0229  -0.0024  -0.0234
Si  5.3894  5.2197  25.2946  0.0035  0.0147  0.0141
Si  2.6312  8.6542  25.4339  -0.0019  0.0034  -0.0144
Si  8.1431  8.2546  25.8811  0.0025  0.002  0.0034
Si  1.2694  1.4848  26.5548  0.0038  -0.0007  -0.0057
Si  6.9907  1.4537  26.3508  -0.0006  -0.0014  0.0025
Si  4.0835  3.9238  26.713  -0.0003  0.001  -0.0062
Si  9.4976  4.342  26.594  0.0083  -0.0017  0.0043
Si  1.429  6.926  26.587  0.0111  0.0005  0.007
Si  6.5799  6.784  26.7314  -0.0012  -0.0078  -0.0071
Si  4.2021  9.7253  26.7966  -0.0045  0.0038  0.0079
Si  9.6089  9.5813  27.0562  -0.0019  -0.001  -0.0069
Si  2.6846  0.1332  28.0252  -0.001  -0.0017  -0.0061
Si  8.1564  0.13  28.0565  0.0027  -0.0008  0.0023
Si  -0.0787  2.8399  27.9717  -0.0038  -0.001  -0.0001
Si  5.5606  2.6369  27.9868  0  0.0007  0.0021
Si  2.7251  5.4395  27.9876  0.0007  -0.0023  -0.0006
Si  8.0957  5.5239  28.067  -0.0038  0.005  0.001
Si  0.1005  8.14  28.1517  -0.0054  0.0027  0.006
Si  5.3926  8.2298  28.1237  0.0018  -0.0028  0.0004
Si  4.1018  1.3673  29.4177  0.2447  0.1205  -0.0323
Si  9.5708  1.3673  29.4177  -0.0353  0.716  -0.053
Si  1.3673  4.1018  29.4177  -0.2692  0.1553  -0.351
Si  6.8362  4.1018  29.4177  -0.0478  -0.4189  -0.0083
Si  4.1018  6.8362  29.4177  -0.5394  -0.3389  0.167
Si  9.5708  6.8362  29.4177  -0.1517  -0.2346  0.2088
Si  1.3673  9.5708  29.4177  0.5369  0.4344  0.2641
Si  6.8362  9.5708  29.4177  -0.0416  0.3603  -0.0612
Si  0  0  30.785  0.0708  -0.0102  -0.0804
Si  5.469  0  30.785  -0.1154  -0.1226  0.0314
Si  2.7345  2.7345  30.785  0.18  0.0622  -0.0654
Si  8.2035  2.7345  30.785  0.1281  0.0681  0.0723
Si  0  5.469  30.785  -0.1118  -0.1198  0.0382
Si  5.469  5.469  30.785  -0.1215  -0.1352  -0.0335
Si  2.7345  8.2035  30.785  0.0494  0.046  0.0607
Si  8.2035  8.2035  30.785  0.2106  0.1354  -0.0556
Si  1.3673  1.3673  32.1522  -0.0277  -0.01  -0.0416
Si  6.8362  1.3673  32.1522  0.008  0.0081  -0.0459
Si  4.1018  4.1018  32.1522  -0.0841  0.0441  0.0167
Si  9.5708  4.1018  32.1522  -0.0238  -0.0081  0.0194
Si  1.3673  6.8362  32.1522  -0.0854  0.0919  -0.0377
Si  6.8362  6.8362  32.1522  0.0206  0.0256  -0.0369
Si  4.1018  9.5708  32.1522  0.0557  -0.0537  0.0054
Si  9.5708  9.5708  32.1522  -0.0661  0.0211  0.0096
Si  2.7345  0  0.6835  0.0299  -0.0384  -0.0021
Si  8.2035  0  0.6835  -0.0064  0.0248  -0.0022
Si  0  2.7345  0.6835  0.0201  -0.0565  0.0348
Si  5.469  2.7345  0.6835  0.0197  -0.0209  0.0187
Si  2.7345  5.469  0.6835  0.0461  0.0014  0.0003
Si  8.2035  5.469  0.6835  0.0804  -0.0553  0.0076
Si  0  8.2035  0.6835  0.0313  -0.0217  0.034
Si  5.469  8.2035  0.6835  -0.0433  0.0379  0.0457
Si  4.1018  1.3673  2.0507  -0.1168  -0.0729  0.0125
Si  9.5708  1.3673  2.0507  -0.0615  -0.0599  -0.0231
Si  1.3673  4.1018  2.0507  0.0239  0.0501  0.0181
Si  6.8362  4.1018  2.0507  0.0356  0.0272  -0.0195
Si  4.1018  6.8362  2.0507  -0.1213  -0.0385  0.0026
Si  9.5708  6.8362  2.0507  -0.1012  0.0461  0.0171
Si  1.3673  9.5708  2.0507  -0.0882  0.0409  0.0563
Si  6.8362  9.5708  2.0507  0.1369  0.0549  0.0103
Si  0  0  3.418  -0.1132  -0.1973  0.0061
Si  5.469  0  3.418  -0.1633  -0.0082  0.2072
Si  2.7345  2.7345  3.418  0.127  -0.1284  0.2465
Si  8.2035  2.7345  3.418  0.1995  0.16  -0.7186
Si  0  5.469  3.418  0.1567  -0.0681  0.2504
Si  5.469  5.469  3.418  -0.0306  -0.0515  0.1276
Si  2.7345  8.2035  3.418  0.1468  -0.3726  0.0623
Si  8.2035  8.2035  3.418  -0.0375  -0.0736  -0.2461
Si  1.3421  1.362  4.782  0.0024  -0.0082  -0.0109
Si  6.8752  1.4056  4.7322  0.0068  -0.0086  -0.0027
Si  4.1878  4.0344  4.8278  0.0105  -0.0004  -0.0094
Si  9.5511  4.0723  4.7632  0.0085  0.0087  0.0153
Si  1.4437  6.7628  4.84  0.0055  -0.0041  -0.0044
Si  6.8255  6.8576  4.7783  0.0021  -0.0036  0.0099
Si  4.1236  9.4955  4.8006  -0.0145  -0.0048  -0.0038
Si  9.5896  9.4906  4.7767  0.0067  -0.0008  0.0021
Si  2.6992  -0.08  6.0758  0.0177  0.0176  -0.0207
Si  8.1244  -0.067  5.9982  -0.022  -0.0069  -0.0138
Si  -0.1174  2.657  6.1544  -0.018  0.0091  0.0003
Si  5.6431  2.743  6.2472  -0.0004  0.0128  0.0101
Si  2.7792  5.2764  6.2601  -0.0415  -0.0135  0.0039
Si  8.2102  5.5013  6.0875  0.0041  0.0013  -0.024
Si  0.0075  8.0888  6.1938  0.0062  0.0257  -0.0162
Si  5.4841  8.125  6.2677  -0.0069  -0.0168  0.0068
Si  4.3528  1.0891  7.2294  0.0477  0.0027  -0.0798
Si  9.6362  1.0069  7.4092  0.0161  0.0332  0.0248
Si  1.1132  4.0806  7.5327  0.0034  0.0183  -0.0378
Si  6.8533  4.3786  7.6483  -0.0027  -0.0148  -0.0045
Si  4.2114  6.6044  7.6064  0.0357  0.0311  0.0129
Si  9.8684  6.4331  7.4877  -0.019  -0.0412  0.0276
Si  1.0676  9.7319  7.4494  -0.0027  -0.0089  0.014
Si  6.5699  9.8754  7.4496  0.0119  0.001  -0.0219
O  5.5646  5.6558  8.4713  -0.0113  0.0036  -0.01
O  -0.0007  0.0176  7.4649  0.0022  -0.0114  -0.0067
O  3.5957  12.963  8.3126  -0.0057  -0.0088  0.0622
O  5.0668  7.3328  10.6564  -0.009  0.0012  -0.0022
O  1.3513  9.6461  25.0693  0.0036  -0.0008  -0.0002
O  6.6414  4.2893  24.7345  0.0054  -0.0017  -0.0002
O  7.2218  9.3701  25.0719  -0.0015  0.0067  -0.0012
O  -0.1004  7.1041  21.3569  0.0001  -0.0015  -0.0024
O  7.4062  9.8956  8.8528  -0.0153  -0.0145  0.0119
O  0.0879  5.3205  7.8975  0.0089  -0.001  0.0085
O  1.1846  9.2453  9.0379  0.0001  0.0134  0.0104
O  7.8867  4.2669  8.9453  0.0045  0.0147  0.0074
O  9.1535  6.6749  8.9719  0.0059  0.0099  -0.0095
O  5.1363  -0.272  7.6937  0.0067  -0.0487  0.0161
O  3.3039  7.1996  8.8688  -0.0039  -0.0045  -0.0014
O  9.0849  1.1342  8.9332  -0.0234  -0.0153  0.0103
O  5.3156  -0.4885  23.8443  0.002  0.0028  0.0029
O  8.7458  3.3933  23.5236  -0.0015  -0.0033  0.0083
O  10.8089  5.8915  23.8534  0.001  0.0008  0.0093
O  4.3881  5.6482  24.0168  0  -0.0019  -0.0042
O  9.2346  7.3015  25.0813  0.0073  -0.0056  -0.0007
O  3.49  1.663  24.0274  0.0005  0  -0.0011
O  3.4701  8.4103  24.0176  -0.0024  -0.0004  0.0037
O  10.1445  0.0259  24.1909  0.0003  0.0009  -0.0014
Si  10.5547  2.3732  13.8604  -0.0016  -0.0027  -0.0038
Si  2.497  13.0654  9.4761  -0.0271  0.0043  0.0534
Si  7.0973  8.2624  14.23  0.0033  -0.0014  0.0013
Si  9.4762  1.6742  20.3367  0.0009  0  0
Si  2.1  6.0173  12.3892  -0.0031  0.0005  0.0023
Si  -0.6777  4.9944  12.5241  -0.0027  -0.0037  -0.0036
Si  9.9412  5.9875  17.9204  0.0016  -0.0006  0.0004
Si  4.3179  -1.5095  23.0417  -0.0002  -0.0016  0.0006
Si  1.1595  8.3086  18.2022  -0.0022  0.0014  0.0016
Si  6.1557  3.7306  15.7737  -0.0001  -0.0033  -0.0074
Si  5.8248  -2.5187  20.5  0.0002  0.0036  0.002
Si  14.7  3.8099  11.5165  -0.0098  -0.015  0.0158
Si  7.6477  0.5005  9.5755  -0.0612  0.1037  0.0695
Si  5.7046  5.9066  10.2187  -0.0007  -0.001  0.0082
Si  -0.1367  8.6657  20.8538  0.0005  0.0002  0.0011
Si  3.2538  3.3071  20.6422  0.0013  0.0012  -0.0006
Si  9.046  4.032  22.0326  0.0004  -0.0001  -0.0009
Si  8.5349  5.475  9.9059  -0.0019  -0.0006  -0.0026
Si  7.5041  -0.8325  16.5205  0.002  -0.0001  -0.0075
Si  3.6302  -6.6057  14.3674  0.002  -0.0023  0.0045
Si  8.2027  -0.9487  19.5009  0.0011  0.0021  -0.0005
Si  8.1499  -0.6894  12.5265  0.0122  0.0044  0.0085
Si  1.645  2.4223  16.045  -0.0094  -0.0003  -0.0083
Si  11.2561  10.4261  13.0788  -0.0088  -0.0026  0.0033
Si  4.8524  9.0124  15.8578  0.0169  0.003  -0.0167
Si  -0.0851  0.1162  22.7194  0.0002  0.0011  -0.0009
Si  8.4673  5.638  15.1218  -0.0024  0.006  -0.0018
Si  1.8847  10.1678  15.7366  -0.0193  -0.0068  -0.0094
Si  13.763  11.9573  22.6494  -0.0017  0.0007  0.0023
Si  1.8207  -0.8171  10.2802  -0.0187  0.0086  0.0152
Si  0.3877  5.8839  22.3319  -0.0009  0.0005  0.0003
Si  3.1405  4.9851  23.156  0.001  -0.0013  -0.0009
Si  4.1003  7.2263  18.2133  0.0088  0.0017  0.0048
Si  0.7446  3.3964  18.8553  -0.0026  0.0011  0.0044
Si  18.6025  12.3286  14.6666  0.001  -0.0056  -0.0061
Si  -3.3386  5.7786  20.149  0.0015  -0.0005  0.0031
Si  3.5469  -3.0699  10.3839  -0.0005  -0.0051  0.0043
Si  5.3062  -6.6551  18.6766  0.0023  0.0001  -0.0027
O  8.639  2.9471  20.8853  -0.0001  -0.0004  -0.0009
O  7.9759  -1.886  15.3706  -0.0016  0.0009  0.0044
O  11.176  9.5641  22.1586  0.0015  0.0041  0
O  12.1694  11.9721  22.9426  0.0004  0.0006  -0.002
O  4.3794  3.2307  19.4875  -0.0021  -0.0013  0.0007
O  1.7457  11.6662  9.7881  0.0359  0.0184  -0.0146
O  14.2813  2.4382  10.8149  -0.0275  0.0104  -0.0215
O  -5.7986  8.5406  21.9692  -0.0006  0.0003  -0.0021
O  5.0329  4.5823  10.8354  0.0051  -0.0035  -0.0054
O  9.3212  9.0833  20.2814  0.0009  -0.0024  -0.0006
O  7.6153  -6.5218  15.7407  -0.006  -0.0072  0.0026
O  1.0382  9.7612  14.3928  -0.0027  -0.0005  -0.0051
O  1.4885  3.3182  8.9646  -0.0025  -0.0068  0.0042
O  1.0552  9.9553  11.6992  0.0155  0.0088  -0.0256
O  9.5505  4.9694  11.0523  -0.0008  0.0023  0.0002
O  -2.4048  0.6503  19.5085  0.0008  -0.0006  -0.0015
O  6.4717  1.5184  9.3552  0.1366  -0.1301  -0.0198
O  6.7961  -3.7998  20.4567  0.0017  -0.0008  0.0003
O  5.7297  3.4912  17.3215  0.0001  -0.0019  0.0047
O  3.2854  -0.4968  22.3074  -0.0004  -0.0002  -0.0024
O  -1.2434  10.0232  13.0275  -0.0061  0.0092  -0.0098
O  8.1479  -1.3483  17.9206  0.0014  -0.0025  0.0034
O  -7.5356  9.6381  15.568  -0.001  -0.0008  -0.0114
O  3.1067  1.8259  21.2782  0.0006  0.0001  -0.003
O  -7.5876  -1.4507  10.3872  0.0042  0.0023  0.002
O  6.6194  4.6311  19.556  -0.0024  -0.004  -0.004
O  2.7573  14.3265  15.3524  0.0098  0.0085  -0.0089
O  -3.7058  6.0734  10.6704  0.0041  -0.0032  -0.0066
O  10.898  3.5209  12.7576  -0.0003  0.0035  -0.0008
O  8.0436  0.655  16.0941  -0.0007  -0.0006  0
O  11.9165  8.9701  19.6917  0.0005  -0.0011  0.0018
O  2.8318  5.6867  13.8387  -0.0006  0.0018  -0.0022
O  9.296  5.2537  13.7864  0.0075  -0.0022  -0.0086
O  -2.7901  5.3364  21.6319  0.0009  -0.0006  -0.0005
O  1.5915  2.7748  17.6192  0.0029  0.003  0.0081
O  4.4649  5.6585  18.4137  0.0032  -0.0102  0.0007
O  11.1489  13.6799  15.3353  0.0011  -0.0003  0.0018
O  11.3478  1.1021  13.2379  0.0008  -0.0043  0.0001
O  10.7137  2.2058  19.4242  -0.0018  -0.0032  0.0012
O  7.4948  -2.1912  12.7203  0.0015  0.0034  -0.0053
O  2.0219  5.9718  22.4707  0.0009  0.0008  -0.0027
O  7.2844  0.2771  13.5466  0.0041  -0.0072  -0.0002
O  10.6282  4.4762  21.8101  0.0008  0.0005  -0.0025
O  7.3974  6.7101  14.5483  -0.0004  -0.0041  0.0023
O  5.5009  8.543  14.4377  -0.0047  -0.0008  -0.0012
O  12.1445  -1.4614  17.0584  -0.007  0.0011  0.003
O  10.824  7.3375  18.0107  -0.0042  0.0007  -0.0014
O  -4.5821  2.336  14.9418  -0.0015  -0.0013  0.0011
O  2.2839  3.975  24.1535  -0.0002  0.0015  -0.0021
O  8.9517  13.1392  14.0701  0.0009  0.0012  0.0009
O  -1.4909  -4.91  16.3606  -0.0004  -0.0005  -0.0047
O  8.1212  -0.0281  11.0752  -0.0438  0.04  -0.0617
O  8.7312  6.0667  19.0089  -0.0006  0.0013  0.0001
O  5.0196  15.6488  15.1185  0  -0.0022  -0.0012
O  16.7941  10.0994  16.579  0.0122  0.012  0.0047
O  3.8019  4.2563  21.8574  0.0003  0.0007  -0.0012
O  10.8317  4.6721  18.3056  -0.0004  0.001  0.0002
O  6.735  9.7417  20.1846  -0.0014  -0.0004  -0.0015
O  11.4285  6.1368  12.5506  0.0021  -0.0012  -0.0021
O  15.5796  8.1995  19.4045  0.0014  0.0034  -0.0005
O  2.4697  4.7962  11.3784  0.0034  -0.0062  -0.0036
O  2.4887  -3.5588  18.1491  -0.0134  -0.0049  0.0005
O  4.7484  7.6897  16.8007  0.0074  -0.0216  0.0021
O  4.0704  14.3996  13.0605  0.0008  0.0029  -0.0161
O  2.6063  7.3602  11.6174  0.0068  0.0037  -0.0051
O  1.8366  3.8296  20.0026  0.0008  0.0004  -0.0004
O  -1.0279  0.8756  21.6736  0.0007  -0.0026  -0.0009
O  12.924  0.8428  15.9016  0.0033  0.0158  0.0017

Results
free energy: -137504.927 eV
free energy less fixed offsets of O -568.88, Si -635.61 eV per atom: 3.773 eV

The program warned: the cutoff lies below the one the program advises for these potential files; the exchange-correlation potential is rough where the density is thin.
